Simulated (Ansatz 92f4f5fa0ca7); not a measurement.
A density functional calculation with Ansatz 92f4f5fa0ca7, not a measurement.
Periodic cell of 221 atoms, Si132O87H1N1, from a study of silicon, its oxide and their interface. The atomic structure is a simulated model.
Doubt: the cutoff is far below the 930 eV that the study's wrapper takes by default for these files, so forces and energies are approximate.

Settings
functional: PBE
potential files: Ansatz PAW
basis: plane waves
wave-function cutoff: 580 eV
density cutoff ratio: 5
exchange-correlation grid ratio: 1
k mesh: 1 x 1 x 1, Gamma-centred
self-consistency stop: 5e-08 eV per atom in the density residual
occupations: fixed
spin: none
net charge: 0

Cell vectors (angstrom)
a  10.938  0  0
b  0  10.938  0
c  0  0  32.0915

Atoms and the computed forces on them: element, x, y, z (angstrom), force x, y, z (eV/angstrom)
Si  -0.1122  0.2139  24.7237  -0.0348  0.1884  -0.1861
Si  5.8428  -0.3022  24.3529  0.0253  -0.0235  -0.1569
Si  2.497  2.9635  24.8115  -0.0181  -0.0736  -0.1785
Si  8.5573  2.4178  24.5764  0.166  -0.1376  -0.3909
Si  0.3704  5.232  24.6561  0.0667  -0.1393  -0.256
Si  5.1563  5.9621  24.3662  0.0966  -0.0321  0.0261
Si  2.7579  8.0743  24.5641  0.1261  -0.1566  -0.0176
Si  8.1092  8.4381  24.6733  0.1077  0.0599  0.0136
Si  1.3542  1.4105  26.1117  -0.0055  0.0032  -0.2021
Si  6.8502  1.3372  25.8142  -0.0044  0.0536  -0.0804
Si  4.1943  4.2047  25.8496  -0.0249  0.1102  -0.2928
Si  9.596  4.1059  25.8934  0.0133  0.0381  -0.2426
Si  1.4045  6.8315  26.0298  -0.0032  -0.0127  -0.1401
Si  6.8097  6.8855  25.8773  -0.1172  -0.0382  -0.2994
Si  4.1052  9.6398  25.7668  0.0605  -0.0368  -0.1478
Si  9.6336  9.5838  26.0257  -0.0922  0.0637  -0.1866
Si  2.7774  -0.0032  27.2895  0.0114  -0.0874  0.0659
Si  8.1873  0.0187  27.303  0.081  -0.0387  0.0681
Si  -0.0414  2.7774  27.3657  -0.0878  -0.0281  0.0883
Si  5.4938  2.7473  27.226  -0.0284  -0.1251  -0.007
Si  2.7935  5.4522  27.3193  0.0418  0.0494  0.122
Si  8.1754  5.4707  27.2401  0.0465  0.0396  0.078
Si  0.0131  8.1816  27.3431  -0.0171  -0.0195  0.0654
Si  5.4336  8.2428  27.2648  -0.0502  0.0287  -0.0716
Si  4.1018  1.3673  28.6732  0.2689  0.2001  -0.3025
Si  9.5708  1.3673  28.6732  -0.3363  0.102  0.2593
Si  1.3673  4.1018  28.6732  0.183  0.1438  0.1795
Si  6.8362  4.1018  28.6732  0.0919  -0.1119  -0.3727
Si  4.1018  6.8362  28.6732  0.1182  0.2058  0.0657
Si  9.5708  6.8362  28.6732  -0.2918  -0.2076  -0.1218
Si  1.3673  9.5708  28.6732  0.339  -0.0413  -0.0513
Si  6.8362  9.5708  28.6732  -0.1599  0.0482  -0.1306
Si  0  0  30.0405  0.0147  0.0372  -0.0523
Si  5.469  0  30.0405  0.071  0.0479  -0.0062
Si  2.7345  2.7345  30.0405  -0.0346  0.0066  -0.0518
Si  8.2035  2.7345  30.0405  0.0218  -0.0488  0.0227
Si  0  5.469  30.0405  0.0486  0.0148  -0.0019
Si  5.469  5.469  30.0405  0.0422  0.0872  -0.0424
Si  2.7345  8.2035  30.0405  0  0.0114  0.0186
Si  8.2035  8.2035  30.0405  -0.0337  -0.0575  -0.0387
Si  1.3673  1.3673  31.4077  0.0504  0.0452  -0.012
Si  6.8362  1.3673  31.4077  -0.015  0.0297  -0.015
Si  4.1018  4.1018  31.4077  -0.0644  -0.0543  -0.0185
Si  9.5708  4.1018  31.4077  0.0062  -0.0216  -0.0285
Si  1.3673  6.8362  31.4077  -0.027  0.0216  -0.0262
Si  6.8362  6.8362  31.4077  -0.005  -0.0294  0.0092
Si  4.1018  9.5708  31.4077  -0.0061  -0.0015  -0.0322
Si  9.5708  9.5708  31.4077  0.0108  0.0038  -0.015
Si  2.7345  0  0.6835  -0.0159  -0.0341  0.0287
Si  8.2035  0  0.6835  -0.0281  0.0407  0.0226
Si  0  2.7345  0.6835  -0.0245  -0.0213  0.0095
Si  5.469  2.7345  0.6835  0.0809  -0.0158  0.012
Si  2.7345  5.469  0.6835  -0.0392  0.0688  0.0205
Si  8.2035  5.469  0.6835  0.0444  -0.0068  0.0377
Si  0  8.2035  0.6835  0.064  -0.0465  0.008
Si  5.469  8.2035  0.6835  -0.0334  0.0231  0.0087
Si  4.1018  1.3673  2.0507  -0.1137  0.0837  0.0958
Si  9.5708  1.3673  2.0507  0.0903  0.0879  0.0006
Si  1.3673  4.1018  2.0507  0.0778  -0.0913  0.0278
Si  6.8362  4.1018  2.0507  -0.1698  -0.115  0.0257
Si  4.1018  6.8362  2.0507  0.016  -0.0558  -0.0075
Si  9.5708  6.8362  2.0507  0.0122  0.0427  0.0339
Si  1.3673  9.5708  2.0507  -0.0544  0.0112  0.0435
Si  6.8362  9.5708  2.0507  0.0173  -0.0164  -0.0355
Si  0  0  3.418  -0.1555  -0.2084  0.057
Si  5.469  0  3.418  0.265  -0.4929  0.4357
Si  2.7345  2.7345  3.418  -0.0293  0.2131  0.0628
Si  8.2035  2.7345  3.418  -0.038  -0.282  -0.2024
Si  0  5.469  3.418  -0.0643  0.1523  0.4217
Si  5.469  5.469  3.418  -0.2214  0.0419  -0.1931
Si  2.7345  8.2035  3.418  0.0465  -0.0114  0.1706
Si  8.2035  8.2035  3.418  -0.1014  0.161  0.1984
Si  1.3686  1.3462  4.7614  0.1225  0.1095  -0.2618
Si  6.9349  1.2766  4.7996  0.0567  -0.0856  0.0662
Si  4.0867  4.1447  4.7981  0.0373  -0.0609  -0.1961
Si  9.4708  4.1388  4.7796  0.0544  0.029  0.0251
Si  1.3473  6.8897  4.8314  0.0409  -0.0675  0.0594
Si  6.8037  6.837  4.7707  0.0152  0.1124  -0.11
Si  4.1611  9.4666  4.8491  -0.0027  -0.0341  0.047
Si  9.5439  9.5807  4.8401  0.0024  0.0976  -0.034
Si  2.8112  -0.0087  6.093  -0.1832  -0.0177  0.2259
Si  8.1893  -0.0898  6.392  0.0674  -0.0138  0.1967
Si  -0.1716  2.6522  6.0196  0.0222  -0.0802  0.0835
Si  5.6197  2.7499  5.9904  -0.1097  0.1843  0.144
Si  2.6813  5.5049  6.2224  -0.2108  -0.1314  0.2993
Si  8.1056  5.5173  6.1667  -0.0229  0.0028  0.4162
Si  -0.0224  8.2507  6.2287  -0.0411  0.0304  0.1853
Si  5.4496  7.9762  6.3273  0.0137  -0.1443  0.3561
Si  3.9569  1.7431  7.2508  0.0738  0.0916  0.1078
Si  9.8629  1.1926  7.6443  0.0199  -0.1764  -0.0535
Si  1.4338  3.7308  7.2581  0.0712  0.1991  -0.0391
Si  6.5662  4.2435  7.5519  0.3146  -0.2527  -0.238
Si  4.2412  6.2712  7.8594  -0.167  0.1612  -0.2229
Si  9.3397  7.0114  7.5334  0.0021  -0.1944  -0.0931
Si  1.2078  9.9013  7.4551  0.2142  0.1098  -0.1261
Si  7.0419  9.1084  7.7064  -0.1464  -0.0905  0.1026
O  1.4233  4.0486  24.1089  -0.0108  0.0356  0.5507
O  5.4684  11.0233  22.7802  -0.0071  -0.1054  0.4189
O  2.7217  2.7704  6.9621  -0.1027  -0.0853  0.0502
O  8.1823  7.9939  8.2147  -0.0263  0.1377  -0.4278
N  5.1293  4.7953  8.4448  0.1366  0.5999  -0.0636
O  0.1927  0.1634  8.0837  -0.1185  -0.0756  -0.2958
O  3.8802  6.9624  24.1022  0.0924  0.0108  0.1485
O  9.6846  1.2707  24.192  -0.1428  0.1342  0.3994
O  2.1649  9.3587  8.6743  0.0888  -0.0669  0.1018
O  1.0652  3.4641  8.8597  -0.0641  -0.0047  -0.3599
O  9.4872  1.9342  9.0857  0.0034  -0.0246  -0.0725
O  6.2896  9.5529  9.1114  0.1333  -0.028  -0.2947
O  4.2936  2.0763  8.858  -0.0767  -0.0664  -0.2309
O  3.5218  7.0981  9.1177  0.0904  -0.1107  -0.0722
O  7.4403  3.4838  8.731  0.0031  -0.0496  0.0898
O  10.0617  6.0925  8.7112  -0.0246  0.1484  -0.1783
O  3.1183  2.0061  23.5838  -0.0598  0.0946  0.2469
O  4.5283  1.9125  21.2091  -0.0354  0.0226  0.0476
O  8.1039  2.8262  23.0346  0.0009  -0.0264  0.3518
O  10.8879  6.0351  23.2692  -0.081  0.0167  0.0874
O  7.0372  9.528  24.0581  -0.1883  0.0111  0.2677
O  1.9828  8.4739  23.1514  0.0523  -0.0008  0.1795
O  5.7158  5.8541  22.7854  0.0217  0.0859  0.415
O  0.5802  10.6751  23.3154  0.0235  -0.0613  0.1017
Si  2.8524  8.428  9.8277  -0.1118  -0.1055  -0.1053
Si  -1.1379  3.4403  19.3326  0.0828  -0.1694  -0.1085
Si  3.0643  10.4958  19.9044  -0.0615  0.0687  -0.1844
Si  1.8591  2.4423  19.6565  0.0036  0.0113  -0.0697
Si  6.5997  2.2808  14.492  0.0317  -0.0297  -0.008
Si  9.7522  -1.5524  13.6412  -0.0132  0.0267  -0.0743
Si  2.1583  19.0414  15.594  -0.0298  -0.0193  0.1433
Si  9.3491  3.6747  14.1866  -0.0169  -0.0267  0.0853
Si  5.6409  9.6588  10.6039  -0.0014  0.1206  0.0723
Si  -4.079  10.9465  16.7295  0.0703  0.0508  0.1745
Si  1.6202  3.9359  10.3113  0.1403  0.0527  -0.0019
Si  2.697  12.2273  15.189  -0.0739  0.0255  0.0058
Si  11.3011  10.5155  15.7681  -0.1134  0.0111  0.1403
Si  0.035  -2.5516  11.0573  -0.0213  0.0269  0.0794
Si  4.5287  3.5532  9.5847  0.1086  -0.0576  0.0146
Si  -3.1703  12.0525  19.2804  0.1056  -0.0276  0.0249
Si  1.8412  -5.6469  14.9986  -0.0499  -0.0533  0.0206
Si  4.3104  3.7068  16.1333  -0.0248  -0.0413  0.1317
Si  3.8346  4.9038  18.8463  -0.1992  -0.0486  0.0882
Si  5.3215  4.8065  21.5941  -0.1284  -0.2393  -0.1252
Si  13.1392  7.6512  18.6018  0.0617  -0.005  0.1307
Si  8.5016  2.9897  9.8725  -0.2257  0.0324  -0.1618
Si  -2.7564  4.0047  21.9251  0.0014  0.0316  -0.15
Si  10.57  -2.9729  20.1767  0.1254  0.0416  -0.2311
Si  8.8577  6.638  14.5232  0.0402  -0.0006  0.0349
Si  3.3756  2.6208  22.1067  -0.0001  0.0927  -0.2136
Si  1.2538  9.6432  22.2715  -0.0284  0.0961  -0.0026
Si  4.6511  9.7298  15.2103  0.0412  0.0242  0.0848
Si  -1.5924  -1.0813  18.0785  -0.0271  0.1035  0.1362
Si  5.4577  11.5205  21.2361  0.0632  0.0172  -0.2665
Si  9.5017  6.5672  22.5923  -0.01  -0.0257  -0.0248
Si  10.1955  5.6597  10.2842  -0.0091  0.1329  0.0427
Si  -4.0346  8.6367  13.2048  0.0981  0.0479  -0.0242
Si  1.1415  3.0028  13.0928  0.0416  0.0485  0.0481
Si  -0.8659  4.9353  16.6233  -0.0087  -0.1362  0.1335
Si  6.2098  1.7939  11.5119  -0.0852  0.1479  -0.0883
O  -5.432  10.0781  16.55  -0.0406  -0.0369  -0.0466
O  4.7248  4.3172  17.5964  0.0326  -0.0048  -0.1117
O  3.1969  4.2856  10.1688  -0.064  -0.0964  0.0135
O  5.3817  3.0788  10.8969  -0.0281  0.0016  -0.0612
O  1.3229  0.8687  15.9679  0.0279  -0.0135  -0.0025
O  2.6897  14.6721  19.0612  0.0686  0.0774  0.0285
O  -0.453  2.7931  13.4075  0.0245  0.0074  -0.0533
O  -0.541  9.1586  9.7443  -0.1685  -0.0592  -0.0477
O  2.3757  10.4068  21.3788  -0.044  -0.0242  0.1612
O  0.785  5.268  10.6816  0.0417  0.0123  -0.044
O  9.8619  -3.0225  14.3681  -0.017  -0.082  -0.018
O  3.4539  2.3128  16.2068  0.005  -0.0225  -0.0204
O  1.3006  -1.5681  15.0982  0.0165  -0.0017  -0.0723
O  -2.5319  5.3872  22.7457  -0.0275  0.0606  0.1064
O  -1.2919  8.4945  18.9277  0.017  -0.0461  0.009
O  1.6364  7.7898  17.095  -0.0349  -0.0136  -0.1241
O  8.1087  -1.0517  16.9828  -0.052  -0.0029  -0.0859
O  11.046  9.1205  21.2294  0.0055  0.0167  0.104
O  1.9719  2.5762  21.2827  0.0963  0.0297  0.1408
O  1.6465  8.0592  10.8859  0.1464  0.0156  -0.0586
O  4.7877  5.2391  20.1217  0.0789  0.0061  0.1218
O  -1.2355  6.8826  21.0075  -0.0645  -0.0558  0.1897
O  -1.8603  6.1729  16.1162  -0.0224  0.0429  -0.0684
O  -2.7359  9.6338  13.1955  -0.0453  -0.0371  0.0289
O  -0.2355  -0.7326  17.249  0.0093  0.0358  -0.0843
O  6.3762  8.6024  11.646  0.0097  0.0224  -0.0204
O  4.0497  9.2584  10.5647  -0.0335  0.009  -0.0377
O  1.9004  6.8586  14.5965  0.0226  0.0342  -0.0398
O  13.1213  12.9068  13.7975  -0.01  -0.0048  -0.0691
O  5.6769  9.3126  14.0281  -0.0467  -0.0073  -0.0142
O  0.9769  7.2434  19.5928  -0.1202  0.0413  0.0244
O  5.7912  11.2346  11.0178  -0.0345  -0.0863  0.0055
O  -1.3374  3.5938  15.8073  0.0325  0.0171  -0.0377
O  10.0215  7.0303  11.1895  -0.046  -0.0643  -0.0781
O  3.3299  4.8248  15.4656  0.0311  0.0435  -0.0427
O  1.3881  2.8365  11.4888  -0.057  -0.0629  0.0064
O  7.3992  7.2058  13.9233  0.017  -0.0262  0.0145
O  8.9387  7.8822  23.3611  0.0272  -0.0849  0.0379
O  0.2735  2.596  19.2716  -0.054  0.0516  0.0252
O  -3.9771  11.8827  20.6917  -0.0482  0.005  0.0528
O  3.7146  11.0098  14.8056  0.0169  -0.0367  -0.0411
O  5.6595  3.3699  15.2775  -0.0123  0.0544  0.0136
O  -1.5008  3.9177  20.8577  -0.1367  0.0062  0.179
O  -4.2341  4.0037  21.2248  0.066  0.0501  0.0412
O  4.6902  -0.4155  20.173  0.0501  -0.0112  0.1144
O  3.2186  6.3863  18.5555  0.0194  0.0183  -0.0851
O  4.0201  4.1014  22.3119  0.0152  -0.0013  -0.0165
O  6.6929  0.9007  18.0787  -0.0395  -0.0005  -0.0641
O  2.7949  9.1267  19.038  0.0242  0.0383  0.0084
O  -0.1762  9.3461  12.3646  0.0235  -0.0352  -0.0026
O  5.8962  1.7628  13.1175  0.0117  -0.0471  -0.0379
O  -1.021  4.6624  18.232  -0.0232  0.0868  -0.0513
O  -1.9699  10.9439  19.2377  -0.0009  -0.0158  -0.0931
O  11.6574  5.1205  16.1954  -0.0069  0.0237  0.0023
O  7.0183  1.019  15.4514  0.0163  -0.0054  -0.0306
O  -7.1971  8.4461  15.5828  0.0232  -0.0099  -0.0251
O  -3.0294  3.0286  13.9228  0.0326  0.0256  -0.0325
O  13.3955  11.8902  19.2048  0.0671  -0.1056  0.0592
O  8.4981  2.5296  18.9645  -0.0042  0.0133  0.0007
O  1.4704  4.5085  13.6265  0.0033  -0.028  -0.0112
O  9.2343  4.3337  10.5124  0.0091  -0.0665  0.0048
O  7.7582  2.1367  11.0627  0.1905  0.072  -0.1092
O  10.1102  -0.308  14.6512  0.0437  -0.0071  -0.0229
O  9.2966  5.2633  13.7106  -0.0154  0.0737  -0.0142
H  -0.2696  10.078  9.5559  -0.0339  -0.0274  0.0592

Results
free energy: -133792.897 eV
free energy less fixed offsets of H -15.97, N -385.13, O -568.88, Si -635.61 eV per atom: 1.283 eV

The program warned: the cutoff lies below the one the program advises for these potential files; the forces do not sum to zero within the program's tolerance; the exchange-correlation potential is rough where the density is thin.
